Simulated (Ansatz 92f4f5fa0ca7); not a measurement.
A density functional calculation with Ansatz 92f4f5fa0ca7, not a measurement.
Periodic cell of 216 atoms, Si120O64H32, with a vacuum gap, from a study of silicon, its oxide and their interface. The atomic structure is a simulated model.

Settings
functional: r2SCAN
potential files: Ansatz PAW
basis: plane waves
wave-function cutoff: 800 eV
density cutoff ratio: 5
exchange-correlation grid ratio: 1
k mesh: 1 x 1 x 1, shifted by 0.5 0.5 0 of a step
self-consistency stop: 1e-11 eV per atom in the density residual
occupations: fixed
spin: none
net charge: 0
applied field: sawtooth along c, amplitude +0.015 V/angstrom in the program's sign convention, ramp centred at 0.9875 of c and 0.0250 of c wide, no dipole correction

Cell vectors (angstrom)
a	10.887	0	0
b	0	10.887	0
c	0	0	39.9259

Atoms: element, x, y, z (angstrom)
Si	-4.8406	2.8991	25.4822
Si	-2.1797	7.9361	18.445
Si	4.2872	14.6317	26.8145
Si	-1.6912	1.0352	19.7138
Si	11.6287	-5.7927	24.8535
Si	8.2889	7.2683	26.0627
Si	4.8488	10.2527	27.5553
Si	3.3286	13.7397	18.6088
Si	9.7803	4.0316	20.1427
Si	8.0584	5.5247	29.0432
Si	0.3327	10.1559	26.3287
Si	18.412	15.9728	21.8008
Si	4.0729	6.0136	27.2902
Si	5.4814	8.3698	28.9234
Si	11.3425	7.7353	29.0516
Si	18.9575	3.5905	24.4938
Si	1.2948	1.1501	27.5508
Si	2.9516	0.1092	28.8807
Si	-1.1109	8.7384	27.5391
Si	2.3409	6.016	29.0029
Si	5.3656	3.0225	28.8877
Si	8.5456	-0.5371	28.9382
Si	4.24	11.3939	24.7431
Si	10.8596	2.663	28.8402
Si	1.3723	4.12	30.1531
Si	4.1996	1.4855	30.2774
Si	1.5234	9.5349	30.205
Si	4.0305	7.0272	30.3222
Si	6.6821	4.2402	30.3906
Si	9.5481	1.2705	30.1927
Si	6.9188	9.4885	30.377
Si	9.5967	6.7684	30.3424
Si	0.082	-0.0088	31.5558
Si	2.7545	2.7869	31.5832
Si	-0.0092	5.3445	31.6605
Si	2.7272	8.2694	31.761
Si	5.5365	0.059	31.6368
Si	8.1261	2.7031	31.5334
Si	5.3346	5.5882	31.6956
Si	8.2253	8.1129	31.7194
Si	1.3933	1.3789	32.9397
Si	4.0353	4.1334	33.0121
Si	1.327	6.7872	32.9965
Si	4.1431	9.5991	33.0192
Si	6.8564	1.4239	33.002
Si	9.49	4.0147	32.9902
Si	6.7861	6.815	33.048
Si	9.6077	9.5352	32.9598
Si	-0.003	2.6814	6.9254
Si	2.7473	0.0341	6.9125
Si	-0.0135	8.1535	6.9553
Si	2.6308	5.408	6.9631
Si	5.4778	2.7948	6.919
Si	8.2491	0.0306	6.8657
Si	5.4424	8.1883	6.9633
Si	8.1192	5.4115	6.9358
Si	1.2746	4.0452	8.3691
Si	4.1368	1.3785	8.211
Si	1.4062	9.5065	8.2726
Si	4.0312	6.7493	8.2482
Si	6.791	4.1241	8.3846
Si	9.5678	1.328	8.3132
Si	6.851	9.6062	8.1869
Si	9.41	6.8341	8.2837
Si	0.1043	-0.0162	9.6589
Si	2.8267	2.6643	9.6074
Si	-0.2343	5.4142	9.6541
Si	2.7006	8.068	9.6343
Si	5.4534	-0.0283	9.5667
Si	8.1209	2.6336	9.651
Si	5.3697	5.5147	9.7417
Si	8.0671	8.2687	9.6362
Si	1.6771	1.1648	11.0028
Si	2.1798	4.8966	12.128
Si	1.228	6.7079	10.9282
Si	4.4122	9.1719	10.8375
Si	8.2906	0.1708	12.3055
Si	9.4106	3.9345	11.0983
Si	6.2371	7.4167	10.9139
Si	9.536	9.573	10.9495
Si	-3.7833	6.5343	12.8995
Si	0.7471	7.494	18.3352
Si	-1.6667	18.0208	13.747
Si	4.097	4.0014	11.0864
Si	5.5364	2.7172	12.5634
Si	3.316	-3.5241	20.5548
Si	4.647	11.1698	17.251
Si	6.7066	12.2069	11.0239
Si	7.7318	-0.1062	17.4935
Si	1.2811	0.8545	15.3662
Si	-0.1043	8.1142	12.2701
Si	10.3144	3.4698	17.2177
Si	3.4449	8.4201	18.3259
Si	11.4995	3.0471	11.9964
Si	-4.9802	7.1306	14.777
Si	-0.6781	2.4089	13.7524
Si	-10.0395	-5.2579	21.7862
Si	-6.7087	30.6674	23.0935
Si	8.932	0.5542	24.7361
Si	-29.515	-0.3973	12.3974
Si	22.4296	1.594	18.1617
Si	-3.1432	-1.4231	14.8622
Si	7.4651	-6.6451	12.88
Si	-12.7076	4.202	14.6299
Si	-12.6388	14.7741	27.7343
Si	-19.8703	5.0781	17.1198
Si	-11.4848	-2.8962	20.9234
Si	-1.4991	-5.7671	25.7215
Si	12.3774	-1.6573	13.5705
Si	-3.7051	13.4112	27.4971
Si	-14.6152	-10.6205	27.2746
Si	2.3812	18.6856	25.407
Si	-3.6139	-2.8228	23.0844
Si	-28.6221	-20.7372	14.1803
Si	-4.9164	6.4838	17.6168
Si	-16.6559	-6.0383	19.9685
Si	-8.0338	28.3945	14.6251
Si	-26.1726	-15.0685	27.6455
Si	-13.1828	-0.9771	22.0485
Si	-8.4848	2.5447	26.0286
O	6.3962	-13.141	15.2561
O	13.0454	-15.3764	21.2343
O	-18.8308	12.3762	24.8728
O	-5.3415	1.4801	24.7369
O	-13.2392	0.0602	23.2683
O	-9.4281	3.7485	25.4335
O	-19.1447	16.9608	16.1057
O	-5.1274	5.145	18.5019
O	-17.9784	-0.9204	17.9245
O	-37.8463	8.4011	23.3352
O	-31.2786	-10.1569	16.9746
O	-17.2693	-4.6224	20.4323
O	-46.3856	10.672	15.9038
O	-1.0148	15.1634	18.5573
O	12.7709	-8.6429	19.0425
O	-20.3852	-15.2596	25.3374
O	-4.8066	-15.6627	16.0413
O	11.9093	-0.5934	14.7169
O	-6.7712	10.4916	23.4007
O	-34.5757	8.3878	14.8158
O	-15.5911	4.4953	21.1244
O	19.8199	7.8025	20.0488
O	29.119	-15.1846	22.3792
O	-8.9559	-2.9808	14.4028
O	-9.5613	5.9679	18.3618
O	10.7	33.2954	19.1942
O	-11.6798	9.274	21.8775
O	18.8639	18.8286	24.5744
O	42.7863	29.3061	17.7188
O	-0.4624	10.8929	25.0884
O	-29.0853	29.1153	26.4198
O	-13.9097	-32.7209	25.7972
O	-41.5997	8.315	17.6218
O	3.7468	-2.323	21.5695
O	35.169	16.267	13.6605
O	-3.4718	17.9787	18.028
O	-6.6786	-20.0745	17.8999
O	-0.0224	1.75	15.0971
O	15.2286	18.0651	14.3932
O	-3.386	21.0184	13.4098
O	9.0297	-28.9647	16.206
O	-28.319	10.3033	25.9652
O	-12.5826	1.2657	13.127
O	33.2671	8.1182	19.8411
O	-0.325	17.6353	21.9028
O	-13.4288	-20.6204	18.3149
O	8.6582	-5.8337	20.6644
O	-6.2657	22.1732	15.5974
O	-1.2081	5.751	14.5391
O	13.4572	23.3834	14.6925
O	-13.7813	-17.7343	22.9361
O	36.776	14.4579	19.8395
O	-18.6658	-2.7964	24.0013
O	0.3114	15.3117	20.8357
O	-29.6128	4.0424	17.5536
O	-12.8571	2.1765	24.6624
O	-10.2304	-17.4921	16.4793
O	-37.3942	-10.9233	17.69
O	-13.316	10.8597	20.7005
O	-6.1702	-3.3598	17.7636
O	-9.8563	15.8943	23.2582
O	12.43	9.1339	25.8298
O	-12.4393	2.4901	20.4241
O	8.396	-1.4127	18.1427
H	0.5435	2.1717	33.8721
H	2.2179	0.5599	33.8721
H	4.8872	3.3428	33.9445
H	3.1747	4.9144	33.9445
H	2.1254	5.9426	33.9289
H	0.5131	7.6168	33.9289
H	4.9305	8.7442	33.9516
H	3.2994	10.3983	33.9516
H	6.0323	2.2434	33.9345
H	7.678	0.6019	33.9345
H	10.3299	3.2114	33.9227
H	8.676	4.8442	33.9227
H	5.9733	7.6457	33.9804
H	7.5865	5.9724	33.9804
H	10.3927	8.6783	33.8923
H	8.793	10.3641	33.8923
H	-0.8429	3.4847	5.993
H	0.8469	1.8887	5.993
H	1.9227	0.8531	5.98
H	3.5911	-0.7651	5.98
H	0.8005	7.3239	6.0229
H	-0.7986	9.0104	6.0229
H	3.4914	4.627	6.0306
H	1.8324	6.2526	6.0306
H	4.6259	3.5853	5.9866
H	6.3019	1.9753	5.9866
H	7.4275	0.8526	5.9332
H	9.0637	-0.7983	5.9332
H	4.6551	9.0432	6.0308
H	6.2552	7.3576	6.0308
H	8.9333	4.582	6.0033
H	7.3189	6.2542	6.0033

Results
free energy: -113749.532 eV
free energy less fixed offsets of H -15.71, O -570.45, Si -639.56 eV per atom: 9.188 eV

Forces (eV/angstrom), in the order of the atoms: element, x, y, z
Si	0.0039	0.0078	0.0063
Si	0.0126	-0.0095	0.0875
Si	-0.0047	-0.0054	-0.0227
Si	-0.0214	-0.0115	0.1077
Si	-0.014	-0.013	0.0662
Si	-0.0085	-0.0149	0.0574
Si	-0.0017	0.0062	0.0083
Si	0.0086	0.0177	0.0749
Si	-0.0086	0.0179	0.0995
Si	0.0056	-0.0227	0.008
Si	-0.015	0.0073	0.033
Si	0.0126	-0.0084	0.1184
Si	0.001	-0.0344	0.0055
Si	0.0185	-0.0009	0.0009
Si	-0.0413	0.0249	0.0096
Si	-0.0133	-0.0058	0.0732
Si	0.0112	-0.0102	-0.0166
Si	-0.0169	0.0214	0.0016
Si	0.0344	-0.0055	-0.0274
Si	0.0601	-0.0237	0.0013
Si	0.0109	-0.0113	0.0098
Si	-0.0485	0.0307	0.011
Si	0.0055	0.0278	0.067
Si	-0.0033	0.0063	0.0221
Si	-0.0069	0.0223	0.0401
Si	0.0151	0.0119	0.0251
Si	0.0235	-0.0057	0.0229
Si	0.0013	0.0263	0.0375
Si	0.0083	0.0126	0.0053
Si	0.0094	-0.0094	0.0256
Si	-0.0041	-0.0096	0.0281
Si	-0.0001	-0.0121	0.028
Si	-0.0178	0.0572	0.1678
Si	-0.044	-0.0192	0.1677
Si	0.0319	-0.0194	0.149
Si	-0.0365	0.0078	0.1832
Si	-0.0152	0.0123	0.1741
Si	0.0643	0.0159	0.1741
Si	0.03	-0.0517	0.2049
Si	-0.0072	0.0167	0.183
Si	0.0383	0.0211	0.0032
Si	-0.101	0.2612	0.2898
Si	0.1436	0.0321	0.1528
Si	-0.1164	0.1288	0.4973
Si	-0.1572	-0.238	0.4225
Si	0.1599	-0.1084	0.092
Si	0.1018	0.0669	0.5548
Si	-0.0458	-0.0451	0.2974
Si	0.0067	0.1695	-0.1383
Si	0.0495	-0.2848	-0.3767
Si	-0.0561	0.0999	-0.1489
Si	0.1107	-0.0266	-0.3369
Si	0.0138	-0.1691	-0.1854
Si	-0.118	-0.1006	-0.4274
Si	-0.064	-0.1552	-0.3785
Si	-0.0454	0.3644	-0.2396
Si	0.0316	-0.0233	-0.1502
Si	0.0738	-0.0182	-0.2067
Si	-0.0283	0.0041	-0.1738
Si	0.0199	0.0127	-0.1479
Si	-0.0461	0.0035	-0.2013
Si	-0.0305	0.0368	-0.2088
Si	0.0039	-0.0056	-0.1907
Si	0.0159	-0.0082	-0.1712
Si	0.0227	-0.0255	-0.0187
Si	-0.0376	-0.0459	-0.0115
Si	0.0012	0.0212	-0.0119
Si	0.0097	-0.0068	-0.0171
Si	-0.008	-0.006	-0.0458
Si	0.0108	0.0198	-0.0321
Si	-0.0358	-0.019	-0.0438
Si	0.0253	0.0036	-0.0282
Si	-0.0201	0.0367	-0.0252
Si	-0.0225	0.0075	0.0381
Si	-0.015	-0.0041	0.0019
Si	-0.0341	0.02	0.0161
Si	0.0135	-0.0148	0.0461
Si	0.0216	0.0019	-0.0012
Si	0.0336	-0.0134	0.0095
Si	-0.0131	-0.0014	-0.0052
Si	-0.0157	0.0151	0.0061
Si	-0.0074	0.0154	0.078
Si	-0.0007	0.0114	0.0358
Si	0.023	-0.0256	-0.0152
Si	0.0063	0.0021	0.0025
Si	-0.0013	0.0113	0.0871
Si	-0.0071	-0.0068	0.114
Si	-0.0028	0.0149	0.0007
Si	0.015	0.0052	0.1006
Si	-0.0081	-0.0004	0.0783
Si	0.0118	0.0096	0.0084
Si	0.0083	0.0131	0.0922
Si	-0.0071	-0.0179	0.0651
Si	-0.0167	0.0054	0.0085
Si	-0.0143	-0.0027	0.0677
Si	0.0119	0.0018	0.0436
Si	-0.0003	-0.015	0.1105
Si	-0.0041	0.0223	0.0947
Si	0.0081	0.0076	0.0855
Si	0.0138	-0.0326	0.0176
Si	-0.0119	-0.0006	0.0726
Si	-0.0028	0.0124	0.0716
Si	0.0108	0.0026	-0.0189
Si	0.0286	-0.0114	0.0756
Si	0.0025	0.0084	-0.0042
Si	-0.0075	-0.0028	0.0837
Si	-0.0112	0.001	0.1013
Si	0.0049	-0.006	0.0042
Si	-0.0125	0.0037	0.0395
Si	0.0022	0.0175	-0.0072
Si	0.0068	-0.0069	0.0147
Si	-0.0037	-0.0009	0.068
Si	0.0078	0.002	0.0766
Si	-0.0227	-0.0099	0.0726
Si	-0.0054	-0.0011	0.0897
Si	0.0189	0.0086	0.0927
Si	0.0156	-0.0037	0.0764
Si	-0.0176	-0.0161	-0.0229
Si	-0.0201	0.0039	0.0923
Si	0.0065	-0.009	0.0357
O	0.0053	-0.008	-0.0312
O	0.021	0.0169	-0.0463
O	0.0088	-0.0149	-0.0259
O	-0.007	-0.0245	-0.0241
O	-0.0064	-0.0266	-0.0631
O	-0.0178	0.0223	-0.0291
O	0.013	0.0185	-0.0642
O	0.0064	0.0154	-0.0534
O	0.0124	0.0287	-0.0389
O	0.0039	-0.0021	-0.0343
O	0.0107	-0.0087	-0.0671
O	-0.0001	-0.0067	-0.0343
O	0.0001	-0.0152	-0.0549
O	0.013	-0.0135	-0.0743
O	-0.0094	-0.0044	-0.0293
O	0.0016	-0.0019	-0.0274
O	0.0048	0.0084	-0.0733
O	0.0057	-0.0122	-0.0345
O	0	-0.028	-0.0414
O	0.0069	-0.0244	-0.0451
O	-0.0333	-0.0023	-0.0601
O	-0.0104	-0.0023	-0.0597
O	0.0004	-0.0202	-0.0435
O	-0.0061	0.0133	-0.0268
O	0.0083	-0.017	-0.0452
O	0.0218	0.0152	-0.0461
O	0.0157	-0.0122	-0.0422
O	-0.0172	0.0246	-0.0826
O	-0.0001	-0.0013	-0.0255
O	-0.0181	0.0055	-0.0379
O	-0.0122	0.0255	-0.0258
O	0.0099	0.0088	-0.0486
O	-0.0037	0.0041	-0.0288
O	-0.0178	-0.0272	-0.0801
O	0.0115	-0.0043	-0.038
O	-0.0127	-0.0063	-0.0297
O	0.0086	-0.0227	-0.0363
O	-0.0066	0.0069	-0.045
O	-0.0028	-0.0077	-0.0139
O	-0.0015	0.0173	-0.0568
O	-0.0204	0.0149	-0.0739
O	-0.0004	-0.0048	-0.0421
O	-0.0093	-0.0099	-0.0369
O	0.0133	-0.0059	-0.0545
O	-0.0021	0.01	-0.0412
O	-0.0123	-0.0085	-0.0477
O	0.0221	-0.0117	-0.049
O	-0.0055	0.0126	-0.089
O	-0.0124	0.0067	-0.0306
O	0.0226	-0.001	-0.0331
O	-0.004	0.031	-0.1021
O	-0.0164	-0.0178	-0.0501
O	0.0193	0.0077	-0.0528
O	-0.0136	-0.0169	-0.0536
O	-0.0116	0.011	-0.0361
O	0.0048	-0.011	-0.0209
O	-0.0044	0.0004	-0.029
O	-0.0097	0.0028	-0.0333
O	0.0165	0.0372	-0.0678
O	0.0206	-0.0091	-0.045
O	0.011	0.0152	-0.0973
O	0.0136	-0.015	-0.0213
O	0.0065	-0.0098	-0.0293
O	-0.0116	0.0158	-0.0377
H	0.3163	-0.2687	-0.3107
H	-0.2493	0.3457	-0.3054
H	-0.2013	0.1988	-0.3316
H	0.3386	-0.415	-0.1796
H	-0.2672	0.4014	-0.2445
H	0.2291	-0.434	-0.2414
H	-0.1826	0.3969	-0.2844
H	0.5161	-0.12	-0.1638
H	0.2771	-0.1867	-0.2909
H	-0.1997	0.2814	-0.2486
H	-0.4765	0.1526	-0.2228
H	0.173	-0.2706	-0.3503
H	0.4448	-0.1944	-0.2071
H	-0.3733	0.1368	-0.2317
H	-0.2492	0.4739	-0.2081
H	0.2888	-0.1441	-0.2934
H	0.2817	-0.2209	0.2776
H	-0.3698	0.2942	0.2964
H	0.2913	-0.3694	0.2735
H	-0.348	0.265	0.1788
H	-0.3796	0.2734	0.2727
H	0.2969	-0.3579	0.2735
H	-0.4652	0.0805	0.2465
H	0.2423	-0.4291	0.2528
H	0.3491	-0.206	0.2733
H	-0.0927	0.3682	0.2738
H	0.3299	-0.097	0.2658
H	-0.304	0.3706	0.2128
H	0.1823	-0.3987	0.2485
H	-0.2781	0.2732	0.2323
H	-0.2352	0.2407	0.3355
H	0.1586	-0.4309	0.1871

The program warned: the cutoff lies below the one the program advises for these potential files; the forces do not sum to zero within the program's tolerance; empty levels may hold ghost states of the PAW files; the exchange-correlation potential is rough where the density is thin.
